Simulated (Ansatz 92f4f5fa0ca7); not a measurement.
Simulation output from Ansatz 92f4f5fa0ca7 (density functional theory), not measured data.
Periodic cell of 226 atoms, Si134O92, from a study of silicon, its oxide and their interface. The atomic structure is a simulated model.
Doubt: the cutoff is low for norm-conserving oxygen, so forces and energies are approximate.

Settings
functional: HSE06
potential files: SPMS norm-conserving
basis: plane waves
wave-function cutoff: 800 eV
density cutoff ratio: 4
exchange-correlation grid ratio: 1
k mesh: 1 x 1 x 1, Gamma-centred
occupations: fixed
spin: none
net charge: 0

Cell vectors (angstrom)
a, 10.938, 0, 0
b, 0, 10.938, 0
c, 0, 0, 32.9109

Atoms: element, x, y, z (angstrom)
Si, -0.1519, 0.1945, 25.3844
Si, 5.8575, -0.3027, 25.4616
Si, 2.5493, 2.9827, 25.5227
Si, 8.5892, 2.443, 25.5655
Si, 0.2736, 5.1038, 25.648
Si, 5.2388, 5.6847, 25.3826
Si, 2.9876, 7.9321, 25.2448
Si, 8.0906, 8.3981, 25.3054
Si, 1.4221, 1.3202, 26.7538
Si, 6.9299, 1.304, 26.7971
Si, 4.1284, 4.1459, 26.7978
Si, 9.667, 3.9809, 26.962
Si, 1.4471, 6.8302, 26.7149
Si, 6.8896, 6.8238, 26.6573
Si, 4.1611, 9.4883, 26.66
Si, 9.6181, 9.5505, 26.7049
Si, 2.7987, -0.0644, 28.0801
Si, 8.2668, -0.0546, 28.1564
Si, 0.0969, 2.6242, 28.2251
Si, 5.503, 2.7109, 28.1031
Si, 2.7514, 5.4788, 28.1594
Si, 8.2156, 5.4495, 28.1105
Si, 0.0356, 8.1797, 28.0832
Si, 5.5111, 8.1581, 28.0983
Si, 4.1018, 1.3673, 29.4927
Si, 9.5708, 1.3673, 29.4927
Si, 1.3673, 4.1018, 29.4927
Si, 6.8362, 4.1018, 29.4927
Si, 4.1018, 6.8362, 29.4927
Si, 9.5708, 6.8362, 29.4927
Si, 1.3673, 9.5708, 29.4927
Si, 6.8362, 9.5708, 29.4927
Si, 0, 0, 30.8599
Si, 5.469, 0, 30.8599
Si, 2.7345, 2.7345, 30.8599
Si, 8.2035, 2.7345, 30.8599
Si, 0, 5.469, 30.8599
Si, 5.469, 5.469, 30.8599
Si, 2.7345, 8.2035, 30.8599
Si, 8.2035, 8.2035, 30.8599
Si, 1.3673, 1.3673, 32.2272
Si, 6.8362, 1.3673, 32.2272
Si, 4.1018, 4.1018, 32.2272
Si, 9.5708, 4.1018, 32.2272
Si, 1.3673, 6.8362, 32.2272
Si, 6.8362, 6.8362, 32.2272
Si, 4.1018, 9.5708, 32.2272
Si, 9.5708, 9.5708, 32.2272
Si, 2.7345, 0, 0.6835
Si, 8.2035, 0, 0.6835
Si, 0, 2.7345, 0.6835
Si, 5.469, 2.7345, 0.6835
Si, 2.7345, 5.469, 0.6835
Si, 8.2035, 5.469, 0.6835
Si, 0, 8.2035, 0.6835
Si, 5.469, 8.2035, 0.6835
Si, 4.1018, 1.3673, 2.0507
Si, 9.5708, 1.3673, 2.0507
Si, 1.3673, 4.1018, 2.0507
Si, 6.8362, 4.1018, 2.0507
Si, 4.1018, 6.8362, 2.0507
Si, 9.5708, 6.8362, 2.0507
Si, 1.3673, 9.5708, 2.0507
Si, 6.8362, 9.5708, 2.0507
Si, 0, 0, 3.418
Si, 5.469, 0, 3.418
Si, 2.7345, 2.7345, 3.418
Si, 8.2035, 2.7345, 3.418
Si, 0, 5.469, 3.418
Si, 5.469, 5.469, 3.418
Si, 2.7345, 8.2035, 3.418
Si, 8.2035, 8.2035, 3.418
Si, 1.4283, 1.3021, 4.8272
Si, 6.7519, 1.4216, 4.8176
Si, 4.0151, 4.1478, 4.8095
Si, 9.5188, 4.1662, 4.7115
Si, 1.3381, 6.8641, 4.8214
Si, 6.7793, 6.901, 4.6675
Si, 4.0363, 9.6332, 4.8697
Si, 9.5083, 9.6332, 4.7668
Si, 2.7541, 0.0253, 6.4931
Si, 8.0535, -0.007, 6.1535
Si, -0.1756, 2.6377, 5.9394
Si, 5.3451, 2.7885, 6.2177
Si, 2.5966, 5.4634, 6.2773
Si, 8.178, 5.6119, 5.9756
Si, -0.0573, 8.2626, 6.1236
Si, 5.376, 8.1299, 6.0693
Si, 3.7611, 1.883, 7.8086
Si, 9.6406, 1.1825, 7.3945
Si, 1.2215, 3.7622, 7.3606
Si, 6.6574, 4.4455, 7.2444
Si, 4.3461, 6.5516, 7.5004
Si, 9.2572, 7.1542, 7.4114
Si, 0.9123, 9.8199, 7.5943
Si, 6.913, 9.2845, 7.374
O, 5.5329, 5.4653, 7.9238
O, -0.0482, 0.1943, 7.701
O, 2.3731, 2.8223, 8.0606
O, 8.1273, 8.256, 7.8241
O, 2.2752, 8.5445, 23.8612
O, 8.1376, 5.4901, 22.826
O, 6.9464, 9.5244, 24.8608
O, 1.3878, 4.0517, 25.0044
O, 6.1027, 9.8269, 8.6481
O, -0.2758, 4.1607, 8.7697
O, 0.7355, 9.2152, 9.1142
O, 7.7923, 3.9191, 8.3196
O, 9.7929, 6.5891, 8.8766
O, 4.4823, 1.8808, 9.2928
O, 3.8171, 7.2696, 8.8876
O, 9.3503, 1.8844, 8.8641
O, 5.2688, 0.5248, 24.1766
O, 8.0102, 3.2677, 24.2909
O, 11.7402, 6.69, 19.7767
O, 5.8972, 4.8726, 24.1085
O, 8.8273, 7.8016, 23.9233
O, 3.3068, 2.386, 24.1943
O, 4.127, 6.7936, 24.8058
O, 11.4064, -0.4459, 23.9891
Si, 11.7912, 9.0909, 10.7372
Si, 7.1375, 15.3721, 11.456
Si, 8.2909, 11.407, 15.0474
Si, 2.1017, 13.1574, 19.2828
Si, 4.7805, 13.5749, 10.7401
Si, 1.7531, -2.3572, 17.57
Si, 5.0018, 1.4964, 18.7228
Si, 0.8623, -0.5922, 20.0642
Si, -0.7561, 7.731, 12.9525
Si, -3.1468, -1.8751, 16.5578
Si, 9.1939, 2.5257, 16.656
Si, 8.983, 3.3903, 9.259
Si, 6.5738, 10.0838, 10.2531
Si, 10.9218, 5.6548, 9.553
Si, 1.7502, 9.0346, 14.4789
Si, 4.019, 12.1138, 23.374
Si, 5.3666, 3.0378, 21.3334
Si, -3.7621, 7.6153, 12.0084
Si, -1.896, -1.8083, 19.1648
Si, 11.4415, 5.6973, 21.0335
Si, 6.3875, 2.3497, 15.9502
Si, 16.5995, 4.4522, 14.0733
Si, 0.0692, 4.8945, 12.6364
Si, 10.379, 2.2868, 13.9464
Si, 1.7178, 9.9062, 23.0991
Si, 3.1524, 4.6739, 12.1471
Si, 5.9924, 6.9356, 15.9915
Si, -4.8214, 9.5572, 18.9497
Si, 10.6379, 6.8054, 18.5719
Si, 4.3412, 7.0384, 18.5709
Si, -0.2527, 3.909, 18.7573
Si, 4.5667, 0.1537, 12.1294
Si, 12.4907, 11.356, 12.662
Si, 2.7512, 6.9666, 10.0823
Si, 7.1934, 4.262, 23.3168
Si, 9.4037, 6.3867, 23.3035
Si, 4.6978, -2.3142, 13.8266
Si, 3.2482, 4.8325, 20.7314
O, 9.0463, -1.5723, 17.5482
O, -4.4805, 9.6303, 17.3465
O, 11.7195, 1.7625, 13.1616
O, 10.4966, 6.2001, 13.4251
O, 3.8195, 5.8631, 19.5905
O, 12.4213, 6.2144, 9.2908
O, 7.5148, 11.3034, 10.4753
O, -3.4206, -3.4637, 16.3045
O, 5.9008, 3.8264, 10.5614
O, 15.2014, 4.7819, 13.3179
O, -1.2759, 1.3347, 24.9519
O, 5.1379, 8.1796, 15.3435
O, 8.9211, 11.8563, 16.512
O, 3.0565, 8.2596, 13.7952
O, 5.0263, 10.1266, 10.926
O, 2.0065, 5.4347, 21.6369
O, 13.2429, 8.3252, 10.8605
O, 1.2689, -1.2412, 21.5338
O, 1.1093, 3.1003, 18.3216
O, 5.5434, 2.6507, 19.7596
O, 3.0211, 7.6382, 17.8687
O, 1.9345, -1.7577, 16.0865
O, 0.7245, 10.5101, 11.5199
O, 2.9323, 0.0314, 23.0664
O, 3.3759, 3.3706, 11.1936
O, 0.3742, 7.7193, 17.4314
O, -0.5456, 13.7414, 15.5362
O, -2.3945, 7.8847, 12.9412
O, 7.2433, 6.0597, 11.4289
O, 5.1795, 8.252, 19.3174
O, 5.2846, 6.4156, 17.3811
O, 5.7536, 7.8077, 12.8531
O, 10.7302, 5.2485, 11.0743
O, -0.4905, 6.4902, 22.0526
O, -1.6697, 1.0684, 13.8719
O, -0.5422, 5.3139, 17.9606
O, 8.1098, 9.7924, 15.1255
O, 6.8561, 4.0237, 13.0228
O, 4.5488, 4.4329, 21.6145
O, 8.5224, 3.7802, 10.7637
O, 7.5495, 9.4463, 19.7703
O, 10.6768, 8.0921, 11.4086
O, 7.7524, 14.1703, 16.2761
O, 1.7847, 10.5876, 14.0547
O, 0.2484, 8.5302, 13.9995
O, 10.0792, 3.6509, 13.104
O, 14.2915, 5.9827, 11.1997
O, -3.7747, 8.5911, 10.7385
O, -0.1947, 4.3231, 20.3716
O, 6.8039, 12.0649, 14.9474
O, 13.9372, 11.5541, 11.9802
O, 16.2679, 3.2712, 15.1438
O, 6.801, 3.3462, 22.0314
O, 5.2711, 12.5714, 11.937
O, 5.3522, 10.9483, 19.3208
O, 3.3774, 1.5791, 18.5007
O, 9.5169, 2.908, 18.2113
O, 1.252, 11.953, 20.0352
O, 1.6408, 9.6712, 18.7904
O, 10.2555, 5.6507, 24.453
O, 6.1511, 5.7352, 14.9281
O, 4.6105, 1.7557, 21.9913
O, 2.6973, 14.2982, 20.2763
O, -0.7516, 20.9959, 19.8814
O, 4.8131, -0.6914, 13.5318
O, 5.7169, 1.7658, 17.3016
O, 1.6681, 4.633, 12.8236
O, 9.3344, 7.5086, 19.2746

Results
free energy: -56387.614 eV
free energy less fixed offsets of O -447.96, Si -113.29 eV per atom: 5.566 eV
gap between the highest filled and lowest empty level on this k mesh: 1.206 eV

The program warned: the cutoff lies below the one the program advises for these potential files; the forces do not sum to zero within the program's tolerance; the exchange-correlation potential is rough where the density is thin.
